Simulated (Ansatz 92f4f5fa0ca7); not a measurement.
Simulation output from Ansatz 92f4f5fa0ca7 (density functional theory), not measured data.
Periodic cell of 213 atoms, Si132O78H3, from a study of silicon, its oxide and their interface. The atomic structure is a simulated model.
Doubt: the cutoff is far below the 930 eV that the study's wrapper takes by default for these files, so forces and energies are approximate.

Settings
functional: PBE
potential files: Ansatz PAW
basis: plane waves
wave-function cutoff: 580 eV
density cutoff ratio: 5
exchange-correlation grid ratio: 1
k mesh: 1 x 1 x 1, Gamma-centred
self-consistency stop: 5e-08 eV per atom in the density residual
occupations: fixed
spin: none
net charge: -1 e, with a uniform compensating background and no finite-size correction

Cell vectors (angstrom)
a 10.938 0 0
b 0 10.938 0
c 0 0 31.231

Atoms and the computed forces on them: element, x, y, z (angstrom), force x, y, z (eV/angstrom)
Si 10.4329 0.5413 23.7572 0.0135 -0.011 -0.0102
Si 6.1167 10.3317 23.8694 -0.0068 0.0101 -0.0159
Si 2.2704 3.1123 23.7677 0.0113 -0.0111 -0.0136
Si 8.6385 2.3662 23.8056 -0.0123 0.0122 -0.0111
Si 0.6566 4.9689 23.8521 -0.0052 0.014 -0.011
Si 4.9956 5.9351 23.8762 0.0027 -0.0029 -0.0055
Si 3.2845 7.6333 23.9027 -0.0038 0.0031 -0.0069
Si 7.7907 8.5311 23.8292 0.0079 -0.011 -0.0095
Si 1.2876 1.4076 25.07 0.0041 -0.0025 -0.0115
Si 6.953 1.271 25.0628 -0.0044 0.0035 -0.0076
Si 4.0594 4.0883 25.0231 0.0015 -0.0076 -0.0119
Si 9.7064 4.0681 25.0385 -0.0036 0.0031 -0.0098
Si 1.5184 6.7211 25.1629 -0.0087 0.0035 -0.0086
Si 6.7867 6.8516 25.1259 0.0073 -0.0028 -0.0131
Si 4.2222 9.4812 25.0388 -0.0064 0.0101 -0.0076
Si 9.5629 9.606 24.9899 0.0011 -0.0049 -0.0097
Si 2.7574 -0.0294 26.298 0.0005 -0.0036 0.0029
Si 8.2736 -0.0301 26.5209 0.0065 0.0087 0.0344
Si 0.03 2.7482 26.5483 -0.0029 -0.0022 0.0341
Si 5.4999 2.6922 26.3114 0.0003 0.0004 0.0038
Si 2.8005 5.385 26.5846 -0.0035 -0.0011 0.0408
Si 8.2484 5.4407 26.3388 -0.001 -0.0012 0.0026
Si 0.043 8.1921 26.3172 0.003 0.0009 0.0006
Si 5.5025 8.2061 26.5688 0.0066 0.0068 0.0431
Si 4.1072 1.352 27.7189 -0.0008 0.0006 -0.0075
Si 9.6082 1.3549 27.8735 -0.0003 -0.0066 -0.0257
Si 1.3871 4.0836 27.9142 0.0086 0.003 -0.0254
Si 6.8664 4.0678 27.7241 -0.0015 -0.0004 0.0012
Si 4.1473 6.8072 27.8945 0.0003 -0.0047 -0.0192
Si 9.5876 6.844 27.7296 -0.0006 0.0023 -0.0051
Si 1.3977 9.5551 27.7286 -0.0005 0.0018 -0.0042
Si 6.8732 9.5812 27.8826 -0.0076 -0.0102 -0.0308
Si 0.0442 -0.0334 29.1747 -0.001 0.0045 0.0051
Si 5.4578 0.0172 29.1715 0.0011 0.0004 0.0062
Si 2.7689 2.6938 29.1884 -0.0058 0.0019 0.0036
Si 8.2027 2.7286 29.1756 0.0003 -0.0028 0.0027
Si -0.0137 5.49 29.1785 0.0013 -0.0015 0.0062
Si 5.5257 5.4204 29.1834 -0.0073 0.0111 0.0005
Si 2.7336 8.2 29.175 0.0023 -0.0029 0.0003
Si 8.2337 8.1781 29.1812 -0.0004 0.0029 0.0046
Si 1.3673 1.3673 30.5472 0.1457 -0.2774 0.0068
Si 6.8362 1.3673 30.5472 -0.119 0.0871 0.0353
Si 4.1018 4.1018 30.5472 0.225 -0.1633 -0.0595
Si 9.5708 4.1018 30.5472 -0.1059 0.11 -0.0177
Si 1.3673 6.8362 30.5472 -0.1001 0.1009 0.0577
Si 6.8362 6.8362 30.5472 0.2099 -0.1684 -0.0291
Si 4.1018 9.5708 30.5472 -0.0593 0.0617 -0.0288
Si 9.5708 9.5708 30.5472 0.2396 -0.107 -0.0777
Si 2.7345 0 0.6835 -0.1971 0.2256 0.0914
Si 8.2035 0 0.6835 0.0274 -0.0929 -0.0405
Si 0 2.7345 0.6835 0.0433 -0.1116 -0.0466
Si 5.469 2.7345 0.6835 -0.1499 0.2119 0.1651
Si 2.7345 5.469 0.6835 0.121 -0.1144 -0.1153
Si 8.2035 5.469 0.6835 -0.1871 0.1534 0.1244
Si 0 8.2035 0.6835 -0.1728 0.1811 0.1042
Si 5.469 8.2035 0.6835 0.1014 -0.1246 -0.1224
Si 4.0645 1.4007 2.0606 0.007 -0.0129 -0.0044
Si 9.5457 1.383 2.0536 -0.0023 -0.0008 -0.004
Si 1.3903 4.0789 2.041 -0.0065 0.0003 0.0029
Si 6.7953 4.1446 2.0646 0.0033 -0.0007 -0.0027
Si 4.1191 6.8192 2.0436 -0.0039 0.004 -0.0039
Si 9.5396 6.8665 2.0566 0.0121 -0.0056 -0.0065
Si 1.3378 9.6023 2.0519 0.0033 0.0012 -0.0034
Si 6.8366 9.5599 2.0482 -0.0023 0.003 0.0064
Si -0.0393 0.0304 3.4652 -0.009 0.0099 0.0032
Si 5.4418 0.0057 3.3541 0.0009 0.019 0.0139
Si 2.7219 2.7611 3.5209 0.0046 0.0052 -0.0013
Si 8.1511 2.757 3.385 0.0124 -0.0063 -0.0134
Si -0.0007 5.4624 3.3237 -0.0142 -0.0051 0.0172
Si 5.4368 5.4915 3.525 -0.0042 0.0025 0.0055
Si 2.7405 8.2112 3.3303 0.0046 -0.0145 0.0128
Si 8.1564 8.206 3.497 -0.009 -0.0034 0.0005
Si 1.2935 1.4195 4.8772 -0.0128 -0.0019 0.0054
Si 6.7299 1.4141 4.7183 -0.0005 -0.0285 -0.0304
Si 4.075 4.134 4.9632 0.006 0.015 0.0021
Si 9.5387 4.1504 4.6788 0.0251 0.0011 -0.0361
Si 1.3837 6.8241 4.6348 -0.0001 0.0047 -0.0274
Si 6.7839 6.87 4.9487 -0.0132 -0.0057 0.0022
Si 4.0778 9.5772 4.6971 0.0002 0.005 -0.0188
Si 9.4924 9.624 4.8482 0.0049 0.0151 0.0056
Si 2.6878 -0.0497 6.0952 -0.0008 0.0006 0.0009
Si 8.0962 0.1383 6.1458 0.0066 0.0065 0.0018
Si -0.1195 2.8418 6.1742 0 -0.0105 0.0035
Si 5.5017 2.7369 6.2622 0.0204 0.0106 0.0068
Si 2.6581 5.6007 6.2321 0.0098 -0.0108 0.0068
Si 8.1465 5.3438 6.1558 -0.016 -0.0114 0.0116
Si -0.0062 8.139 5.9873 -0.0093 -0.005 0.0041
Si 5.3772 8.3394 6.2659 0.0132 -0.006 0.0028
Si 4.4316 0.8872 7.3634 0.0087 -0.0046 0.0293
Si 8.9415 1.9925 7.355 0.0599 -0.0681 0.223
Si 0.7835 4.6813 7.3601 0.0028 -0.0013 0.0277
Si 7.2262 3.6943 7.6148 -0.0149 0.013 0.0567
Si 3.5168 7.4696 7.4762 0.0065 -0.0109 0.0387
Si 9.9957 6.3536 7.2072 -0.0008 -0.0046 0.0372
Si 1.6615 9.1271 7.3046 -0.0176 0.0164 0.0271
Si 6.2612 10.2741 7.3904 0.0087 0.0047 0.0324
H 9.3874 1.4987 8.7193 -0.0683 0.0762 -0.2404
O 3.9288 0.8279 8.9756 0.0091 -0.0082 -0.0469
O 6.5574 10.3937 9.054 -0.0065 0.0101 -0.0361
O 0.8224 9.6589 8.6668 0.0176 -0.015 -0.0409
O 3.9516 7.1276 9.0579 -0.0145 0.0041 -0.0424
O 9.812 6.7711 8.8095 0.0024 -0.0143 -0.0457
O 0.9881 4.5278 9.0187 -0.0074 0.0119 -0.035
H 2.8301 7.93 22.5106 0.0016 -0.0003 0.004
H 5.3851 5.6096 22.463 -0.0009 0.0014 0.0039
O 7.9894 3.156 22.4255 0.0033 -0.0088 0.0219
O 0.1484 11.0576 22.2787 -0.0085 0.0147 0.0244
O 0.4984 5.6621 22.3299 0.0077 -0.004 0.0197
O 2.5891 2.5129 22.2211 -0.0121 0.011 0.0288
O 5.8956 -0.1473 22.2955 0.0104 -0.006 0.023
O 8.1539 7.8787 22.319 -0.0132 0.0077 0.0236
Si 10.9787 9.2237 13.9712 -0.0009 -0.0063 -0.0121
Si 5.8967 8.1415 16.3874 -0.0018 -0.0023 -0.01
Si 9.1681 0.9522 19.1434 -0.0025 0.0017 -0.0013
Si 3.2458 7.1154 17.5492 0.0015 -0.0012 -0.0061
Si 2.2949 4.5808 18.9874 0.0036 0.0018 -0.0059
Si 0.7135 2.434 14.5529 0.0001 0.0038 -0.0045
Si 7.1609 5.7722 11.5713 -0.0041 -0.0065 -0.0126
Si 8.6443 3.1542 20.9306 0.0021 0.0011 -0.019
Si 5.4964 3.3576 11.9974 0.0047 0.0005 -0.0063
Si 1.2387 3.7058 10.3831 0.0053 -0.0115 0.011
Si 2.4637 0.7631 18.2835 -0.0008 -0.0029 -0.0077
Si 2.9677 9.3927 19.7053 0.0021 -0.0006 -0.0038
Si 5.9714 3.5744 16.1324 -0.0032 0.0003 -0.0084
Si 3.1347 2.2901 20.7105 0.0032 -0.0014 -0.018
Si 7.2863 5.9698 14.6157 0.0039 -0.0057 -0.0044
Si 6.1662 1.241 14.2871 -0.0029 -0.0015 -0.0126
Si 9.9758 4.8041 15.641 0.0015 0.0014 -0.0138
Si 8.3585 3.6456 18.0693 -0.0009 0.0028 -0.0068
Si 10.7212 1.5216 11.709 -0.003 -0.0018 -0.0086
Si 3.9998 10.0096 14.648 -0.0001 0.001 -0.0127
Si 3.5909 1.5584 10.3746 -0.0079 0.019 0.02
Si 6.7942 9.4026 10.3092 0.0047 -0.006 0.0135
Si 5.1451 -0.1735 20.8734 -0.0078 -0.0021 -0.0116
Si 0.5345 9.6198 10.2509 0.0031 0.0088 0.0233
Si 2.4608 10.0892 12.2059 -0.0051 -0.006 -0.0033
Si 8.9245 7.8835 20.8817 0.005 0.0022 -0.0112
Si 7.2817 9.5609 18.8637 -0.0009 0.001 -0.0029
Si 8.4301 10.703 12.8071 0.0041 0.0022 -0.0106
Si 3.0469 5.4101 12.3766 -0.0011 -0.0014 -0.0107
Si 10.7702 5.2834 20.8985 -0.0017 -0.0041 -0.0117
Si 9.1771 7.4621 10.102 -0.0077 0.0052 0.004
Si 1.4736 6.6337 14.8933 -0.005 0.0006 -0.0121
Si 4.7052 7.2424 10.4874 0.0082 -0.0029 0.0184
Si 2.8985 3.0963 16.5018 0.0007 0.0009 -0.0084
Si 1.1601 10.6766 16.0319 -0.0012 -0.0015 -0.0136
Si 0.1155 10.3099 20.8392 0.0028 -0.0074 -0.0144
O 7.8316 8.2913 9.7284 0.0044 -0.0018 -0.0017
O 10.0578 9.0377 20.9155 -0.0013 -0.0006 -0.0033
O 8.0844 4.0409 19.6524 0.0025 -0.0022 0.0076
O 4.8221 7.2543 17.2075 -0.0008 0.0009 0.0001
O 11.0116 9.5538 15.5837 -0.0005 -0.0004 0.003
O 9.3635 4.5821 17.1581 -0.0014 -0.0016 0.0035
O 3.192 1.6111 17.1056 -0.0008 -0.0019 0.0041
O 4.116 9.4578 20.8737 0.0053 0.0013 -0.0015
O 0.739 1.9952 12.9851 -0.0052 -0.0037 -0.0055
O 8.4849 1.5798 20.4991 -0.0005 0.0051 0.0028
O 3.2936 3.7742 20.0191 0.0007 -0.0079 0.0029
O 0.9658 5.1838 19.7187 -0.0111 0.0024 0.0049
O 3.1269 0.5151 11.5771 0.007 0.0123 -0.0069
O 2.3713 7.2313 16.1558 0.0009 0.0011 0.005
O 6.0114 2.3219 13.1176 -0.0041 0.0111 -0.003
O 8.4726 10.5933 18.4813 0.0006 0.0004 -0.0013
O 6.6689 9.0814 17.448 0.003 0.0033 0.0062
O 5.0721 9.001 15.2962 0.0005 0.0004 0.0065
O 6.2305 10.4704 19.7043 -0.0065 0.0036 0.0033
O 3.6435 6.7454 11.6369 0.0083 0.0096 -0.0033
O 0.6187 7.688 13.9463 -0.0003 0.0029 0.0098
O 10.2928 8.5475 10.68 -0.0062 -0.0091 -0.0021
O 10.3831 3.4078 14.8897 0.001 -0.003 0.0059
O 4.7366 0.4916 14.4307 0.0006 0.0013 0.0074
O 1.9414 9.1489 10.9806 -0.0099 -0.0002 -0.0044
O 9.4759 9.546 13.3813 -0.0058 0.0039 0.0069
O 2.6687 10.2394 15.5608 0.0016 0.0007 0.0053
O 4.4682 1.3326 20.7278 0.0003 0.0008 -0.0034
O 6.0143 6.2709 10.5294 -0.0069 0.006 0.0038
O 2.0809 1.5757 19.6542 0.003 0.0049 0.0052
O 3.5331 10.5563 18.6937 -0.0006 -0.0024 0.0007
O 4.9061 2.4359 10.7937 -0.0087 -0.01 -0.002
O 0.5392 1.1098 15.4476 0.0001 0.0026 0.0043
O 2.3608 2.5715 10.1094 0.0007 0.0007 0.0093
O 4.2911 4.3421 12.5421 0.0017 -0.0013 0.0058
O 6.3736 4.6855 15.0188 0.0014 0.0034 0.005
O 2.7397 8.1346 18.7223 -0.0014 0.0069 0.0017
O 8.8619 5.572 14.7352 -0.0043 0.0024 0.0063
O 5.3435 8.7434 10.752 0.0033 0.0004 0.001
O 6.8806 4.1602 11.6157 0.0009 0.0054 0.0144
O 6.9383 6.3918 13.0836 -0.0005 -0.0002 -0.0059
O 0.2232 0.2261 10.7766 0.0065 -0.0144 0.0023
O 6.8421 3.7764 17.4889 0.0024 -0.0007 0.0014
O 1.1894 -0.0366 17.6421 0.002 0.0016 0.0025
O 10.167 3.7604 21.0694 0.0009 0.0016 -0.0011
O 6.3905 2.0677 15.6718 -0.0001 -0.0011 0.0011
O 9.2525 1.0977 12.3029 0.0043 0.002 0.0083
O 7.8431 8.2629 19.7007 0.0062 -0.0055 0.0041
O 1.8849 3.7397 17.6299 -0.0005 0.0029 0.005
O 1.7996 4.7355 11.5444 -0.0088 -0.0077 -0.0033
O 4.3659 3.7853 16.3654 -0.0005 0.0008 0.0029
O 2.1475 3.0944 15.0442 -0.0011 -0.0003 0.0059
O 1.5781 9.7195 20.4627 -0.0102 0.0032 -0.0005
O 7.4908 10.1297 11.602 -0.0131 -0.008 -0.0076
O 10.6014 0.4333 19.6919 0.0048 -0.0047 0.0016
O 3.5661 9.4067 13.191 -0.0044 0.0012 0.0039
O 10.7928 2.8932 10.8055 0.004 0.0085 0.0005
O 9.6406 6.4335 20.5593 0.0002 0.001 -0.0031
O 6.9826 7.2156 15.6168 -0.0011 0.0016 0.0042
O 1.104 10.209 13.1791 0.0085 0.0021 0.0042
O 7.4209 0.2283 14.016 0.0042 -0.0032 0.0042
O 0.3886 5.7046 15.6812 0.001 0.0006 0.0041
O 9.1067 2.1695 18.0429 0.0006 -0.0046 0.0023
O 2.4692 5.8454 13.8582 0.0046 -0.0038 0.0011
O 8.6689 6.2655 11.129 0.007 0.0113 -0.0012
O 3.2171 5.7288 18.3571 -0.0024 -0.0026 -0.0007

Results
free energy: -128315.142 eV
free energy less fixed offsets of H -15.97, O -568.88, Si -635.61 eV per atom: 5.928 eV

The program warned: the cutoff lies below the one the program advises for these potential files; the exchange-correlation potential is rough where the density is thin.
